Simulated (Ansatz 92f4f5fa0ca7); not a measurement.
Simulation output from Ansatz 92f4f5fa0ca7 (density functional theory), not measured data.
Periodic cell of 248 atoms, Si108O140, from a study of silicon, its oxide and their interface. The atomic structure is a simulated model.

Settings
functional: r2SCAN
potential files: Ansatz norm-conserving
basis: plane waves
wave-function cutoff: 1300 eV
density cutoff ratio: 4
exchange-correlation grid ratio: 1
k mesh: 2 x 2 x 1, shifted by 0.5 0.5 0.5 of a step
self-consistency stop: 5e-08 eV per atom in the density residual
occupations: Fermi-Dirac, 0.05 eV
spin: none
net charge: 0

Cell vectors (angstrom)
a  11.5435  0  0
b  0  11.5435  0
c  1.069  -4.883  30.006

Atoms: element, x, y, z (angstrom)
Si  1.3001  8.7968  -1.0958
Si  0.1159  1.8215  -1.3613
Si  0.3442  5.9445  -1.1432
Si  4.1911  9.2327  -0.9911
Si  5.2293  1.9512  -0.6153
Si  5.2463  6.3091  -0.3683
Si  8.6282  -2.208  -0.3733
Si  9.1539  0.4883  -1.7154
Si  8.9554  6.4446  -0.7609
Si  4.1129  -1.6233  1.8583
Si  3.5788  1.8025  2.0609
Si  3.6021  5.3498  1.788
Si  7.1662  -2.0216  2.1652
Si  7.7544  2.0815  0.6489
Si  7.6574  6.0822  1.7986
Si  11.32  -2.1238  1.4967
Si  12.0072  1.9392  1.7601
Si  12.0219  5.5769  1.8366
Si  3.736  -0.0238  3.394
Si  3.8922  3.6822  3.325
Si  3.7522  7.6813  3.4904
Si  7.6482  0.0165  3.0359
Si  7.8742  4.08  2.943
Si  7.6239  7.6833  3.4717
Si  11.4848  -0.1444  2.8142
Si  11.6117  3.7787  3.2449
Si  11.4825  7.5921  3.0921
Si  1.7072  -0.2669  4.4041
Si  1.9344  3.7751  4.7015
Si  1.7897  7.5658  4.7449
Si  5.7995  0.0135  4.441
Si  5.902  3.8642  4.4594
Si  5.7183  7.8109  4.8624
Si  9.6477  0.0479  4.3034
Si  9.6252  3.9645  4.5239
Si  9.6078  7.7024  4.6641
Si  1.8705  9.5612  6.0482
Si  1.8162  1.6281  5.7814
Si  1.8482  5.7494  6.2691
Si  5.8474  9.8303  6.102
Si  5.8377  1.8975  5.7872
Si  5.651  5.7541  6.0361
Si  9.6032  9.7524  6.0139
Si  9.6554  1.9408  5.7442
Si  9.6283  5.8168  6.1013
Si  3.8611  10.4028  7.1111
Si  3.8466  1.2489  6.8844
Si  3.8347  5.4911  7.6024
Si  7.7135  10.5159  7.4288
Si  7.7746  1.2516  6.9666
Si  7.557  5.6692  7.3363
Si  11.5235  9.6538  7.4394
Si  11.485  1.7137  7.1637
Si  11.4618  5.9005  7.6005
Si  3.8431  9.8095  10.238
Si  4.009  2.5667  8.7681
Si  4.0037  6.7648  10.4078
Si  8.4578  -0.4041  10.3445
Si  7.0705  3.1098  9.0059
Si  8.463  6.9014  9.9525
Si  11.193  0.0282  8.693
Si  11.5036  4.0788  8.9364
Si  11.1053  7.8589  8.9054
Si  1.2868  11.0635  11.0729
Si  1.7279  4.9562  11.3658
Si  -0.0715  8.644  11.8928
Si  3.6767  0.9212  11.368
Si  3.6852  3.1846  13.0787
Si  4.5945  5.9377  13.137
Si  9.0991  1.8481  12.4196
Si  9.1782  4.0777  10.5911
Si  8.3929  8.6496  12.2499
Si  3.1437  10.5778  22.1568
Si  8.6632  5.2904  15.8722
Si  5.8839  1.4712  16.9226
Si  0.109  8.364  18.2765
Si  2.0133  2.038  15.5601
Si  -0.8281  0.8671  14.7309
Si  3.621  3.0626  17.5994
Si  12.558  4.5203  26.2338
Si  8.1585  2.2543  15.1804
Si  13.6196  9.9361  19.4908
Si  6.9823  7.3534  14.6148
Si  5.3392  5.1024  19.2547
Si  3.4594  0.2988  17.5074
Si  10.5166  9.6566  16.1269
Si  9.9033  0.6124  25.2551
Si  8.7207  0.2853  20.7715
Si  4.9099  2.3389  22.1676
Si  13.0615  6.6946  13.5596
Si  6.8258  2.4571  19.7371
Si  3.7561  4.9565  21.831
Si  2.1113  6.2484  24.1343
Si  4.1717  8.4969  27.4205
Si  6.1825  -0.0341  22.7854
Si  8.9156  9.4508  18.5891
Si  7.7802  10.2331  25.0386
Si  7.0926  7.1499  17.6207
Si  10.818  5.7085  24.4275
Si  0.834  -0.7589  26.7211
Si  8.0576  0.4655  27.3837
Si  -0.0898  2.9157  24.1899
Si  -0.3517  6.775  15.9401
Si  6.3512  6.4392  27.373
Si  1.9736  2.6445  21.8118
Si  8.6144  7.3296  25.6327
Si  2.7791  9.1994  24.9512
Si  12.0052  0.3095  21.072
O  2.7366  9.2148  -1.6796
O  0.9727  9.459  0.3483
O  13.6206  1.9988  1.4506
O  -0.0823  2.0924  0.218
O  -1.1347  6.5123  -1.4254
O  0.2472  5.122  0.2506
O  5.5502  -2.2373  2.2919
O  4.0744  10.2453  0.2716
O  6.5109  2.8216  -0.1316
O  4.4934  1.5155  0.7453
O  6.4627  6.2636  0.6983
O  4.1137  5.2933  0.2247
O  9.9056  -2.2577  0.6399
O  7.3399  -1.9131  0.5425
O  10.785  0.5088  -1.7509
O  8.7162  1.4339  -0.469
O  2.0846  5.9128  1.8616
O  9.0324  6.2159  0.8617
O  3.1092  -2.8343  2.3351
O  4.4706  6.4825  2.6022
O  7.2704  0.9162  1.6841
O  8.4474  3.1705  1.6332
O  4.2537  8.3351  10.7489
O  4.1607  9.9225  8.6677
O  3.4333  4.0685  8.3914
O  4.3162  6.5141  8.831
O  7.4577  10.6032  9.1398
O  8.294  -1.4178  11.6101
O  7.8243  1.7518  8.5582
O  7.4008  4.0895  7.7611
O  7.4207  6.4498  8.8042
O  12.2104  2.9242  8.0537
O  4.5142  11.0784  11.059
O  2.2432  9.9052  10.4593
O  3.3407  1.7361  9.9943
O  2.7712  3.848  11.9144
O  4.9034  5.9943  11.5306
O  2.485  6.1983  10.6345
O  10.3352  1.058  13.1476
O  8.4084  1.0164  11.1969
O  5.5245  2.8181  9.2613
O  7.6167  3.7262  10.3949
O  9.9765  8.2971  12.421
O  7.704  7.6187  11.1902
O  9.8544  -0.3724  9.5164
O  12.2966  0.4232  9.8417
O  10.005  3.5438  9.2939
O  12.2758  4.2368  10.3463
O  9.4832  7.9321  9.2108
O  11.7496  7.9746  10.428
O  7.966  8.6415  24.965
O  -0.4799  0.0039  26.1994
O  -0.6316  3.0092  -2.1822
O  1.8563  0.2298  27.5336
O  8.7206  -1.0558  -1.4945
O  12.846  4.4179  27.8059
O  5.2103  9.3058  28.39
O  4.6438  7.7997  -0.4405
O  5.874  0.6778  -1.4125
O  2.4149  7.6337  24.8991
O  4.875  7.0659  27.0286
O  5.6711  5.9538  -1.9001
O  8.4843  1.0372  -3.0973
O  7.6143  -0.9133  26.6319
O  11.3053  5.5417  25.9894
O  8.3388  7.9112  -1.1019
O  9.1734  0.3433  28.5709
O  9.4803  6.6051  24.4591
O  12.5843  8.1173  12.9455
O  0.1004  10.2718  11.8406
O  5.022  0.0944  17.0688
O  12.5524  6.5746  15.0798
O  12.4136  5.5144  12.6368
O  1.4431  8.4661  19.1804
O  4.4596  1.9019  12.4051
O  2.78  2.5864  14.2534
O  4.6898  4.3633  13.6011
O  4.6126  5.6408  20.6253
O  0.0422  6.9285  17.5126
O  10.3933  8.1477  15.4652
O  7.6264  8.539  13.6842
O  7.6888  8.364  18.5342
O  8.0083  2.2424  13.5591
O  9.7061  3.2776  11.8936
O  8.1889  3.748  15.8092
O  2.2517  3.2202  16.6979
O  12.3561  10.9464  19.7674
O  3.1862  9.673  23.4882
O  2.5985  0.6345  16.1537
O  0.4959  1.7093  15.1151
O  2.2226  0.4789  12.008
O  4.1097  4.3338  18.4621
O  2.9329  10.5247  18.2478
O  9.3459  5.6902  10.6326
O  8.2032  5.996  17.2665
O  -1.268  5.4501  15.73
O  11.7982  9.5397  17.1272
O  14.5891  9.7467  20.7666
O  1.5343  10.1087  25.4404
O  9.5266  1.51  15.6191
O  -0.744  10.8122  15.0314
O  14.6695  6.5418  13.5033
O  6.9228  1.3722  15.7104
O  5.879  6.395  18.4143
O  5.5809  2.0755  20.7091
O  2.4749  4.0939  21.2478
O  4.8628  2.7064  16.581
O  8.6032  10.7103  19.5692
O  6.621  4.0873  19.5342
O  13.144  -0.2257  22.2089
O  5.605  6.8758  13.9395
O  4.7466  -0.4855  22.114
O  6.6594  7.7832  16.157
O  8.787  1.3682  26.2114
O  4.7919  3.9131  22.5696
O  7.5556  -0.1461  21.8695
O  3.9639  9.3599  26.0628
O  6.5007  -0.881  24.1451
O  7.9933  6.0823  14.6156
O  10.3362  0.2895  21.2635
O  2.2319  5.0674  25.2773
O  7.3638  6.4052  26.1124
O  2.7373  8.2763  28.1743
O  6.6768  1.7583  18.2929
O  6.2545  4.8989  27.8647
O  3.3553  1.8051  22.1045
O  1.1724  2.8372  23.2021
O  12.0879  3.0536  25.6928
O  10.2642  8.6537  19.0906
O  3.3974  1.6621  18.455
O  12.0977  6.3192  23.6033
O  9.134  -0.5895  24.486
O  8.2388  1.8152  20.3105
O  9.201  9.975  17.049
O  -1.0188  1.5985  24.1439
O  0.9415  1.8634  20.8224
O  1.3469  7.1872  -0.9702
O  3.1723  6.0181  22.9223
O  5.859  1.5281  23.2124
O  10.5226  4.213  23.8428

Results
free energy: -77644.370 eV
free energy less fixed offsets of O -463.61, Si -117.95 eV per atom: -0.370 eV
pressure: -1.36 GPa
stress xx, yy, zz, yz, xz, xy (GPa, positive in tension): 1.36, 0.12, 2.61, 0.03, -0.04, -0.15

Forces (eV/angstrom), in the order of the atoms: element, x, y, z
Si  0.062  0.0496  -0.3292
Si  -0.0024  -0.1466  -0.1352
Si  0.1083  0.1363  -0.3674
Si  0.1798  -0.0682  -0.3182
Si  -0.1964  -0.0878  -0.1298
Si  -0.074  0.1983  -0.1688
Si  -0.1893  0.054  -0.3626
Si  0.1005  -0.1438  -0.2953
Si  -0.1531  -0.1275  -0.1333
Si  -0.2367  -0.1656  0.0497
Si  -0.0962  -0.194  -0.2285
Si  0.0996  0.399  0.0107
Si  -0.2615  -0.1026  -0.0819
Si  0.0667  -0.1049  0.1259
Si  0.0198  0.1172  -0.0443
Si  0.098  0.0804  -0.1777
Si  0.2323  -0.0083  -0.5298
Si  0.2324  0.0198  0.0067
Si  0.2548  0.0523  -0.4733
Si  -0.2232  -0.089  -0.1068
Si  0.3208  0.0374  -0.1204
Si  -0.3928  -0.0461  -0.2814
Si  -0.016  -0.1014  -0.2412
Si  0.0758  -0.0506  0.1313
Si  0.0237  0.0279  0.0319
Si  -0.0515  -0.1022  -0.1278
Si  -0.2111  0.1091  0.2622
Si  -0.2345  0.0721  0.3439
Si  -0.0922  -0.0841  0.5494
Si  0.0001  -0.2264  -0.0496
Si  0.226  0.1278  0.5939
Si  0.1668  0.0699  0.2647
Si  -0.4467  0.19  0.1253
Si  0.1813  -0.0772  0.4286
Si  0.2508  0.1643  0.3363
Si  0.2486  0.2632  0.0845
Si  -0.0381  0.1483  -0.2474
Si  0.0597  0.0965  -0.5022
Si  0.1009  -0.1461  -0.4737
Si  0.4032  -0.2637  -0.534
Si  0.0114  -0.119  -0.1783
Si  0.0439  -0.0509  -0.5054
Si  -0.0145  -0.1358  -0.2454
Si  -0.3778  0.0711  -0.3716
Si  -0.2164  0.0217  -0.1449
Si  0.2198  -0.0272  0.623
Si  -0.1399  0.1005  0.138
Si  -0.0946  -0.2303  0.5661
Si  -0.4189  -0.1162  0.4523
Si  -0.1417  0.4448  0.1686
Si  -0.1402  -0.3369  0.3784
Si  0.0711  0.0172  -0.2251
Si  0.7546  0.4207  -0.025
Si  0.0643  0.4233  -0.1912
Si  0.0086  0.1956  0.0295
Si  -0.3467  -0.1981  -0.057
Si  -0.0318  -0.0467  0.3135
Si  0.0878  0.1999  0.236
Si  0.0914  -0.0649  0.098
Si  0.1112  0.1308  0.4418
Si  0.232  -0.3813  0.3152
Si  0.257  -0.4365  0.2488
Si  -0.0306  0.1998  0.3973
Si  0.0471  0.084  0.3329
Si  -0.127  -0.2124  0.2745
Si  0.0019  0.1174  0.1772
Si  0.233  0.2174  0.216
Si  0.3598  -0.1321  -0.0425
Si  0.0603  -0.1825  0.1645
Si  0.0427  0.0759  -0.027
Si  0.3159  -0.1468  0.5122
Si  0.0537  0.0544  0.1806
Si  0.0251  -0.131  0.1491
Si  0.094  -0.083  -0.3765
Si  0.1728  -0.0602  -0.4086
Si  0.1421  -0.0506  -0.0631
Si  -0.1344  0.0966  -0.4998
Si  -0.003  0.1258  -0.3081
Si  -0.0991  0.1066  -0.2837
Si  0.0198  0.0003  0.434
Si  -0.0228  -0.0561  -0.3555
Si  -0.0447  -0.1534  -0.1896
Si  -0.0862  0.0809  -0.4172
Si  -0.0354  0.0714  -0.1095
Si  -0.0686  -0.0807  -0.3224
Si  0.0405  0.1843  -0.4963
Si  -0.027  0.1093  0.2417
Si  -0.0163  0.0134  0.0172
Si  -0.0031  0.0223  0.1658
Si  -0.0159  0.0251  -0.1566
Si  0.041  0.0126  -0.1441
Si  -0.0222  0.135  0.1139
Si  0.0551  0.0075  0.3108
Si  -0.0251  -0.004  0.0086
Si  0.0681  -0.1004  0.3244
Si  -0.0275  -0.0675  -0.1873
Si  0.0277  -0.2445  0.3387
Si  0.0063  0.0484  -0.3358
Si  -0.1792  0.0567  0.2161
Si  0.0199  -0.0095  0.0983
Si  -0.0702  0.0956  0.1063
Si  -0.0607  -0.0798  0.227
Si  0.1777  -0.1762  -0.3495
Si  -0.0187  -0.3547  -0.1809
Si  -0.1113  0.0462  0.1164
Si  -0.1555  -0.0645  0.1342
Si  0.041  0.094  0.4085
Si  0.0326  0.0148  0.0006
O  -0.1298  -0.0523  0.3485
O  -0.3908  -0.1541  0.1542
O  -0.289  -0.075  0.3637
O  0.0456  -0.0358  0.354
O  0.1216  -0.1174  0.2008
O  0.0392  0.3058  0.4401
O  0.1695  0.1144  -0.5121
O  0.0216  -0.1906  0.1455
O  0.0837  -0.1512  0.1786
O  -0.0027  0.2143  0.0788
O  0.1559  -0.0689  -0.2187
O  0.0333  0.0448  0.3415
O  0.4133  -0.0248  0.1225
O  0.1825  -0.2258  0.159
O  -0.1718  0.2028  0.1346
O  -0.0639  0.0442  0.1095
O  -0.0079  -0.2433  -0.2731
O  -0.2688  0.0789  -0.1578
O  0.496  -0.1635  0.1237
O  -0.4661  0.2167  -0.06
O  0.2776  0.4619  -0.0484
O  -0.2062  -0.2111  0.3405
O  -0.0554  -0.0086  -0.1768
O  -0.2925  0.0752  -0.1738
O  0.3695  0.093  -0.1201
O  -0.2125  -0.2818  -0.2964
O  0.2456  -0.1682  -0.6356
O  0.1267  -0.0738  -0.3261
O  -0.0425  -0.0138  -0.059
O  -0.0003  0.0376  0.1615
O  0.2693  -0.1721  -0.4366
O  -0.5879  0.1192  0.0644
O  -0.4124  -0.0935  -0.2946
O  0.0296  0.1888  -0.1055
O  0.0297  0.0817  0.2304
O  -0.0773  0.191  -0.031
O  -0.2595  0.0802  -0.0804
O  0.1441  0.0132  -0.0101
O  -0.195  0.0534  0.2321
O  0.1469  -0.0721  -0.1408
O  0.1854  0.1686  -0.1223
O  0.0016  -0.0509  -0.3577
O  -0.0072  0.0616  -0.1911
O  0.2016  -0.0435  -0.1962
O  -0.1016  0.0849  0.2892
O  -0.3313  -0.2144  0.0206
O  -0.0693  0.0949  0.1106
O  -0.05  0.1194  -0.2512
O  -0.0214  -0.1447  0.004
O  -0.2757  -0.0152  -0.4807
O  0.0476  0.1645  0.0016
O  -0.0039  -0.0056  -0.1296
O  0.1954  0.0644  -0.0479
O  -0.3068  -0.0293  0.2131
O  0.0348  0.0342  0.2644
O  0.0784  -0.1211  -0.1123
O  0.1717  -0.297  0.1911
O  -0.0005  -0.0572  0.0693
O  -0.1779  0.1943  0.0865
O  -0.0423  -0.0366  -0.2073
O  0.1583  0.1796  0.2256
O  0.1943  -0.1132  0.3081
O  0.0132  -0.1521  0.0876
O  0.1755  0.1761  -0.3097
O  0.1751  -0.2162  -0.4986
O  0.1764  0.0211  0.2838
O  -0.0081  0.2321  -0.0735
O  0.2118  -0.0831  0.0486
O  -0.0814  -0.1787  -0.0649
O  0.1599  -0.1207  -0.2473
O  -0.2072  0.3655  0.1717
O  -0.3155  0.093  0.1466
O  0.3348  0.1368  -0.1639
O  -0.1512  0.365  -0.0971
O  -0.4214  0.0826  -0.1431
O  -0.0946  -0.0503  0.2283
O  -0.2687  0.1538  -0.2233
O  -0.0302  -0.2645  0.009
O  -0.1025  0.3372  0.0427
O  0.1027  0.0397  0.3522
O  0.0565  -0.2192  0.0042
O  0.164  0.0005  -0.0859
O  0.2981  -0.0889  0.2444
O  -0.2759  -0.0501  -0.3229
O  0.0465  0.0308  0.0366
O  0.3629  -0.3152  0.1909
O  0.1947  -0.0249  0.2272
O  -0.023  0.1243  -0.2397
O  0.1803  0.1488  0.4088
O  0.1013  -0.103  0.1384
O  0.0386  -0.1868  -0.4311
O  0.1887  -0.0508  0.1398
O  -0.1163  0.0253  0.2398
O  -0.2728  0.0183  -0.3518
O  -0.145  0.1753  0.0004
O  -0.1928  0.2684  0.1808
O  -0.274  -0.302  0.2753
O  -0.2119  0.2562  0.0112
O  0.0943  -0.0737  0.0328
O  -0.0646  0.0033  -0.1163
O  -0.1028  -0.0772  0.2897
O  -0.0296  -0.0884  -0.1075
O  -0.0644  0.1466  0.3099
O  0.085  -0.1497  0.0742
O  0.0614  0.0809  0.0646
O  0.2286  -0.1411  0.197
O  -0.082  -0.1528  0.3695
O  0.1018  0.0764  0.1052
O  -0.2306  -0.0851  0.0181
O  0.0134  0.0042  -0.3315
O  0.1429  -0.0705  0.0135
O  0.0366  0.0536  0.064
O  0.2137  -0.2198  0.3381
O  0.1459  -0.4538  -0.0755
O  -0.2057  -0.1203  -0.3383
O  -0.081  0.136  -0.0806
O  -0.2555  -0.1552  -0.1057
O  0.0549  0.2096  -0.3141
O  0.0053  0.0471  0.45
O  0.0216  0.0002  -0.1278
O  -0.2982  0.1511  -0.1818
O  0.1673  0.3093  0.0972
O  -0.1194  0.1337  -0.0259
O  -0.0859  0.0849  0.234
O  -0.1727  0.2894  0.3034
O  0.0523  0.2433  -0.084
O  0.022  0.0061  -0.2395
O  -0.0987  0.2722  -0.3137
O  0.0248  0.1021  -0.2085
O  0.0459  -0.0164  -0.1887
O  0.0368  -0.1594  0.1594
O  -0.1449  0.0914  0.0816
O  -0.1176  -0.2303  0.0096
O  0.1696  -0.2014  0.2743
O  0.0998  0.092  0.0295
O  0.1403  -0.1961  0.2207
O  -0.1457  0.035  0.13
O  -0.0477  -0.2296  -0.1455
O  -0.1686  -0.1566  -0.391
O  0.3084  0.0519  0.1163

The program warned: the forces do not sum to zero within the program's tolerance.
